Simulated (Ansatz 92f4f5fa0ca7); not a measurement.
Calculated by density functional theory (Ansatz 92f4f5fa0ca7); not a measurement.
Periodic cell of 222 atoms, Si131O89P2, from a study of silicon, its oxide and their interface. The atomic structure is a simulated model.
Doubt: the cutoff is far below the 930 eV that the study's wrapper takes by default for these files, so forces and energies are approximate.
This geometry differs little from another in the collection (a relaxation step or a small displacement).

Settings: functional PBE; potential files Ansatz PAW; basis plane waves; wave-function cutoff 580 eV; density cutoff ratio 5; exchange-correlation grid ratio 1; k mesh 1 x 1 x 1, Gamma-centred; self-consistency stop 5e-08 eV per atom in the density residual; occupations fixed; spin none; net charge 0.

Cell vectors (angstrom)
a  10.938  0  0
b  0  10.938  0
c  0  0  32.1988

Atoms: element, x, y, z (angstrom)
Si  10.5919  0.2282  24.8886
Si  5.7331  10.6883  24.7224
Si  2.484  2.92  24.6367
Si  8.436  2.4733  24.8465
Si  0.2841  5.1766  24.7599
Si  5.161  5.7649  24.7003
Si  2.9402  8.017  24.6031
Si  7.9475  8.4479  24.7347
Si  1.3399  1.3902  26.0439
Si  6.8381  1.3166  26.1136
Si  4.0478  4.1135  25.9854
Si  9.6157  4.0738  26.0961
Si  1.4042  6.8363  26.0049
Si  6.7766  6.8644  26.0333
Si  4.106  9.5471  25.9983
Si  9.4652  9.5737  26.161
Si  2.7324  -0.0034  27.3515
Si  8.1536  -0.0112  27.5572
Si  0.0173  2.7267  27.4949
Si  5.4406  2.7513  27.3621
Si  2.7325  5.4728  27.4282
Si  8.1888  5.4785  27.363
Si  -0.0026  8.1854  27.3773
Si  5.4415  8.2098  27.4505
Si  4.0864  1.3722  28.7475
Si  9.5732  1.3639  28.8351
Si  1.3698  4.1177  28.8109
Si  6.8304  4.1026  28.7479
Si  4.0965  6.8262  28.7986
Si  9.5629  6.8293  28.7585
Si  1.3709  9.5644  28.7461
Si  6.7892  9.5562  28.8518
Si  0.0151  -0.0166  30.1519
Si  5.4399  0.0219  30.1622
Si  2.7366  2.7356  30.147
Si  8.193  2.7457  30.1505
Si  -0.0098  5.4772  30.1524
Si  5.4753  5.4626  30.1452
Si  2.7279  8.2054  30.1429
Si  8.2068  8.1926  30.1543
Si  1.3673  1.3673  31.515
Si  6.8362  1.3673  31.515
Si  4.1018  4.1018  31.515
Si  9.5708  4.1018  31.515
Si  1.3673  6.8362  31.515
Si  6.8362  6.8362  31.515
Si  4.1018  9.5708  31.515
Si  9.5708  9.5708  31.515
Si  2.7345  0  0.6835
Si  8.2035  0  0.6835
Si  0  2.7345  0.6835
Si  5.469  2.7345  0.6835
Si  2.7345  5.469  0.6835
Si  8.2035  5.469  0.6835
Si  0  8.2035  0.6835
Si  5.469  8.2035  0.6835
Si  4.1229  1.3599  2.0512
Si  9.5668  1.3554  2.0525
Si  1.3689  4.1185  2.0374
Si  6.848  4.0849  2.0561
Si  4.1049  6.8283  2.0536
Si  9.5798  6.8352  2.0478
Si  1.38  9.551  2.0497
Si  6.829  9.5903  2.0492
Si  -0.0057  -0.0326  3.3902
Si  5.486  0.0113  3.464
Si  2.772  2.7723  3.3683
Si  8.1916  2.6993  3.4438
Si  0.0166  5.4778  3.4292
Si  5.4835  5.4635  3.4058
Si  2.7641  8.2068  3.4414
Si  8.2087  8.222  3.3794
Si  1.3896  1.3842  4.626
Si  6.8452  1.3461  4.9038
Si  4.1539  4.0844  4.7953
Si  9.5759  4.0809  4.7578
Si  1.412  6.831  4.815
Si  6.8271  6.886  4.7209
Si  4.1352  9.5745  4.8423
Si  9.5555  9.5483  4.7853
Si  2.7369  0.0976  6.0535
Si  8.2056  -0.0646  6.2616
Si  0.0311  2.6712  6.0325
Si  5.4715  2.7206  6.2844
Si  2.8113  5.4744  6.174
Si  8.1744  5.4799  6.0327
Si  0.01  8.1835  6.1536
Si  5.5315  8.2195  6.2207
Si  3.825  1.561  7.5821
Si  9.8441  1.1415  7.4369
Si  1.6261  3.7963  7.3086
Si  6.6466  4.42  7.465
Si  4.4038  6.6346  7.532
Si  9.3657  6.9424  7.4056
Si  1.1371  9.9109  7.3037
Si  7.1586  9.2212  7.6618
O  8.3121  8.0837  7.9145
O  2.7171  2.7325  7.9439
O  9.5286  1.3557  24.2925
O  4.06  6.8787  24.1277
O  0.0273  0.0269  7.9542
O  5.5198  5.5083  8.0191
O  6.8529  9.5778  24.1996
O  1.3689  4.0614  24.1704
O  3.8627  7.3915  8.9157
O  0.8142  4.3677  8.6052
O  9.8163  6.1708  8.7997
O  2.0826  9.3739  8.5301
O  7.5115  3.9392  8.7859
O  4.2437  0.8879  9.0432
O  6.7191  9.5443  9.2139
O  9.2223  1.8744  8.7772
O  7.7321  3.1672  23.5422
O  10.5159  5.867  23.4558
O  5.0785  0.4187  23.3713
O  5.8893  5.1178  23.377
O  3.1024  2.2065  23.2707
O  2.3063  8.7366  23.2378
O  8.636  7.7753  23.3966
O  0.2245  10.3288  23.6167
Si  4.3983  1.5903  22.4654
Si  3.5183  7.9584  14.134
Si  7.1516  0.9086  14.6471
Si  0.9527  9.3744  22.5399
Si  1.1906  4.2933  11.8759
Si  6.2951  8.9382  15.4674
Si  0.6858  1.3429  12.2502
Si  8.6383  4.9651  20.5348
Si  0.3196  5.6966  9.3758
Si  5.0224  2.9632  17.7675
Si  0.8461  3.6715  16.6844
Si  10.3913  2.8417  19.2133
Si  5.2891  1.1935  10.2819
Si  0.9478  0.2023  19.8675
Si  6.6638  9.4793  10.8536
Si  9.4252  9.885  18.197
Si  9.4242  9.2427  12.5404
Si  6.5918  3.8615  22.6184
Si  2.4468  8.0576  9.3937
Si  10.442  7.3743  17.038
Si  2.4104  6.2602  16.6039
Si  10.1543  4.4415  14.1624
P  6.3511  9.412  18.6864
Si  7.9514  2.5613  9.5293
Si  8.8763  2.0959  12.3968
P  5.1142  6.0429  18.3911
Si  3.9292  0.6196  19.4292
Si  4.2885  3.8812  11.955
Si  5.5604  6.6403  12.1705
Si  7.9532  2.5046  17.2132
Si  4.38  2.4072  14.7908
Si  1.5669  1.1659  15.1651
Si  1.6111  9.3824  12.0578
Si  8.0519  6.8453  13.9188
Si  10.4691  9.8418  15.3934
Si  9.8274  7.0342  22.5612
Si  7.9312  5.5244  17.4834
O  6.0418  8.004  11.3264
O  6.1322  9.2186  17.0772
O  7.7616  1.2347  13.179
O  0.8059  1.7043  13.836
O  9.2432  6.2834  16.8825
O  6.7892  6.2042  13.1375
O  4.966  4.4242  18.5086
O  9.1792  2.1821  18.2745
O  2.4115  0.0437  19.1106
O  9.5861  10.4115  16.6493
O  2.7906  4.4887  11.6649
O  5.2065  10.6012  18.9645
O  9.3895  3.2372  13.4075
O  0.4634  1.7786  19.9598
O  3.1569  1.3171  14.8639
O  8.128  5.4176  19.0788
O  3.8031  6.4375  17.4625
O  4.5653  3.1836  16.2155
O  9.0838  5.6539  14.3011
O  5.4653  2.781  22.1838
O  10.5714  4.0361  15.6745
O  0.346  3.8038  18.23
O  10.5815  10.5118  19.1384
O  9.7155  10.0781  13.9542
O  10.9232  8.1418  22.0876
O  1.2394  2.1055  16.4521
O  9.7514  3.7739  20.3933
O  7.9616  4.0674  16.7565
O  0.0004  9.0362  11.9001
O  6.4987  2.2713  17.9289
O  5.6269  10.7647  11.1774
O  7.8645  10.1934  18.6745
O  10.0482  1.0294  11.9351
O  1.3206  6.9363  9.116
O  0.6341  4.7044  13.3642
O  5.2301  5.1614  11.4864
O  2.6809  7.0421  15.1984
O  0.9949  2.7212  11.4522
O  1.0016  10.5911  15.4404
O  2.4615  8.5607  10.9341
O  4.7259  2.4931  11.1498
O  4.2851  3.4903  13.5626
O  2.1135  4.6623  16.3996
O  10.6185  8.2315  15.6432
O  6.998  10.2379  14.7935
O  2.396  8.961  13.4461
O  8.0211  1.5902  15.8579
O  4.1942  7.0253  12.9808
O  3.9945  2.0006  18.5687
O  7.3194  4.4111  21.2921
O  8.3198  2.8686  11.0797
O  1.0279  6.8205  17.3389
O  5.661  1.4798  14.5893
O  8.1751  9.741  11.5385
O  9.231  6.2966  21.2504
O  8.9359  7.7593  12.9348
O  1.6668  0.0882  11.8748
O  6.3948  6.1379  17.2781
O  7.3616  7.7196  15.1444
O  1.2243  10.3473  21.2694
O  9.8383  8.3025  18.2359
O  3.9861  0.9378  21.0349
O  0.2959  5.2917  10.9408
O  6.6798  1.5566  9.5056
O  4.7763  8.7235  14.877

Results
free energy: -135403.111 eV
free energy less fixed offsets of O -568.88, P -755.39, Si -635.61 eV per atom: 2.899 eV

Forces (eV/angstrom), in the order of the atoms: element, x, y, z
Si  -0.0181  0.0226  0.0033
Si  0.0081  -0.0208  0.0539
Si  -0.0108  0.0072  0.0356
Si  0.0177  -0.0147  0.061
Si  -0.0032  -0.0025  0.0561
Si  0.0056  0.0224  0.0199
Si  0.0072  0.0169  0.0209
Si  -0.0331  0.0185  0.0142
Si  -0.0162  0.0108  -0.0004
Si  0.0193  -0.0135  -0.0213
Si  -0.0048  -0.0003  -0.0152
Si  0.0186  -0.0205  -0.0169
Si  0.0066  -0.0173  -0.0246
Si  -0.0132  0.0075  -0.0046
Si  0.0192  -0.0099  -0.0153
Si  -0.0028  0.019  -0.0018
Si  0.0061  -0.0036  0.0328
Si  0.008  0.0183  -0.082
Si  -0.019  -0.0089  -0.0787
Si  0.0023  0.001  0.0327
Si  -0.0142  -0.0072  -0.0254
Si  0.0002  0.0042  0.0319
Si  0.0011  0.0029  0.0354
Si  0.0146  0.0172  -0.046
Si  -0.0165  0.007  -0.0263
Si  0.0158  -0.0094  0.0553
Si  0.0184  0.0244  0.0471
Si  -0.0085  0.0079  -0.034
Si  0.0046  -0.0069  0.0359
Si  -0.0055  -0.0092  -0.0256
Si  0.0045  0.0011  -0.0317
Si  -0.0438  -0.0287  0.0648
Si  -0.0113  0.0048  0.0001
Si  0.013  -0.0141  -0.0167
Si  0.0062  -0.0081  -0.0027
Si  -0.0019  0.001  -0.0061
Si  -0.0015  -0.0045  -0.0121
Si  0.0004  -0.0009  0.0016
Si  -0.0038  0.0004  -0.0027
Si  0.0033  0.0093  -0.0081
Si  0.0593  -0.0262  0.0015
Si  -0.0362  0.1074  -0.0021
Si  0.0631  -0.0507  0.0011
Si  -0.0721  0.0652  0.0077
Si  -0.0558  0.0845  -0.0382
Si  0.0433  -0.0895  0.0439
Si  -0.1719  0.019  0.0211
Si  0.0429  -0.0624  0.0233
Si  0.0386  -0.0462  0.1091
Si  -0.0477  0.048  -0.0947
Si  -0.0571  -0.0255  0.0639
Si  0.1043  -0.0326  0.0046
Si  -0.0234  0.1345  -0.1228
Si  0.0601  -0.0948  0.0942
Si  0.0907  -0.0923  -0.0225
Si  -0.0069  0.0359  0.0541
Si  -0.0155  -0.003  0.0167
Si  -0.0015  0.0144  -0.0104
Si  0.0111  -0.0102  0.0106
Si  -0.0003  0.019  0.0041
Si  -0.0057  0.003  -0.0101
Si  -0.0058  -0.0035  0.0167
Si  -0.0094  0.0117  0.0072
Si  0.0066  -0.0092  0.0036
Si  -0.0402  -0.052  -0.058
Si  0.0275  -0.0007  0.0333
Si  0.0318  0.076  -0.0765
Si  -0.0143  -0.0464  0.0318
Si  0.0258  0.0026  0.0144
Si  -0.0152  -0.0073  -0.0304
Si  0.0282  0.0002  0.0339
Si  -0.0053  0.0304  -0.0559
Si  0.0131  -0.0107  0.0739
Si  -0.0027  0.0151  -0.0373
Si  -0.0071  -0.025  0.0469
Si  0.0008  0.0204  -0.019
Si  -0.0162  -0.0074  -0.0039
Si  0.0084  -0.0093  0.0326
Si  -0.0129  -0.0107  -0.0478
Si  0.017  0.0066  0.0471
Si  -0.0121  -0.0047  0.015
Si  0.0071  -0.0026  0.0034
Si  -0.0052  0.0058  -0.0004
Si  0.0023  0.0198  0.0038
Si  0.001  0.0003  -0.01
Si  -0.0069  0.0023  0.0146
Si  0.0014  0.0079  -0.0038
Si  -0.0082  -0.0052  0.0117
Si  0.0072  0.0186  -0.0224
Si  -0.0145  -0.031  0.0013
Si  0.0306  0.0186  0.0065
Si  -0.0181  -0.0263  -0.0398
Si  -0.0063  -0.0235  -0.0276
Si  0.0133  0.0124  -0.0222
Si  -0.0082  -0.028  -0.0157
Si  0.0232  0.0078  -0.0295
O  -0.0036  0.0013  -0.0002
O  -0.0238  0.0064  -0.0039
O  0.0105  -0.0033  -0.0195
O  -0.0076  -0.0156  0.0112
O  -0.0023  0.0109  -0.0107
O  -0.0006  0.0138  0.0091
O  0.0053  -0.0022  -0.0151
O  0.0108  -0.0018  -0.0166
O  -0.0074  0.0137  0.0101
O  -0.0079  0.0003  0.0026
O  0.0092  -0.0111  0.012
O  0.0095  -0.007  0.0146
O  0.0141  -0.01  0.016
O  0.0136  -0.0057  0.0197
O  -0.008  -0.0014  0.0219
O  -0.0054  0.0095  0.0003
O  -0.0153  0.0102  -0.0126
O  -0.0104  0.0118  -0.0198
O  -0.0098  0.0201  -0.0214
O  0.0074  -0.0131  -0.0166
O  0.0085  -0.0072  -0.0123
O  -0.0144  0.0076  -0.0188
O  0.0147  -0.011  -0.001
O  0.0134  -0.0166  0.0012
Si  0.0069  -0.0075  0.0052
Si  -0.0062  -0.0046  0.0034
Si  -0.005  -0.0006  0.0097
Si  0.0033  -0.0053  0.0136
Si  0.0027  0.0076  0.0124
Si  0.0099  0.0076  0.0082
Si  -0.0014  -0.0002  0.0173
Si  -0.0233  0.0218  -0.0118
Si  -0.0112  0.0012  -0.0022
Si  -0.0115  -0.0254  -0.011
Si  -0.0103  0.0002  0.0066
Si  0.0064  -0.0047  -0.0076
Si  -0.0048  -0.002  -0.0031
Si  0.0021  -0.0108  -0.0023
Si  -0.004  0.0045  0.004
Si  -0.0134  0.0102  0.0137
Si  -0.0053  0.0019  0.017
Si  -0.0001  -0.0029  0.0132
Si  0.0009  0.0068  -0.0079
Si  -0.0034  0.013  -0.0013
Si  -0.0201  -0.0082  -0.024
Si  -0.0002  -0.0049  0.0154
P  0.0027  0.0285  -0.0139
Si  -0.0061  0.0087  -0.002
Si  -0.0003  0.0048  0.0136
P  0.0253  -0.0081  -0.0428
Si  -0.0113  -0.0034  0.0139
Si  0.0049  -0.0016  0.021
Si  0.0018  -0.0003  0.0207
Si  0.0071  -0.0094  -0.001
Si  0.0046  -0.0055  -0.0021
Si  0.0014  0.0007  0.0111
Si  0.0052  -0.0033  0.0092
Si  0.004  -0.0104  0.0088
Si  0.0013  0.0033  0.0103
Si  0.0047  0.0068  0.0047
Si  -0.0146  -0.0132  0.0166
O  -0.0018  -0.0039  -0.0091
O  -0.0072  -0.012  -0.0126
O  -0.0045  -0.0067  -0.0038
O  0.0014  -0.0011  -0.008
O  -0.0092  0.0061  -0.0025
O  0.0058  0.0035  -0.0068
O  0.0076  0.0193  0.0166
O  -0.0026  0.0046  -0.0023
O  -0.0006  0.0048  -0.0013
O  -0.0009  -0.0062  -0.001
O  -0.0054  -0.0015  -0.0152
O  0.0148  -0.0126  0.0015
O  0.0006  0.0015  -0.0151
O  0.0027  -0.0005  0.0021
O  0.0027  0.0005  -0.0057
O  -0.0124  -0.0025  -0.0051
O  0.0175  0.0184  0.0458
O  0.0025  0.0043  0.0103
O  -0.0017  0.0058  -0.0086
O  -0.0017  0.0026  0.0015
O  0.0049  -0.0015  -0.0105
O  -0.0001  0.0009  -0.0038
O  -0.0086  -0.0065  -0.0089
O  0.0008  0.0004  -0.0092
O  0.0011  0.0006  0.0018
O  0.0006  0.0016  -0.0026
O  0.0035  -0.002  0.0074
O  -0.0116  0.0116  0.0113
O  -0.0014  0.0007  -0.0118
O  -0.0023  0.0022  0.0021
O  0.001  -0.0017  -0.0083
O  0.0168  -0.0041  -0.0045
O  0.0005  0.0027  -0.0111
O  0.001  -0.0044  -0.005
O  0.0022  0.0006  -0.0088
O  -0.0017  0.0011  -0.0104
O  -0.0003  0.0023  -0.005
O  -0.0014  -0.0027  -0.0109
O  -0.0042  -0.0046  -0.0057
O  -0.0061  0.0065  0.0039
O  -0.0015  0.005  -0.0088
O  -0.0009  -0.0044  -0.0046
O  0.0071  0.0053  -0.0035
O  0.002  -0.0018  -0.003
O  -0.0057  -0.0015  -0.0014
O  0.0023  -0.0002  -0.0065
O  -0.0043  0.0071  -0.0006
O  -0.0028  0.0019  -0.0076
O  0.0053  0.0021  -0.007
O  0.0134  0.0106  -0.0172
O  0.0048  -0.001  0.0068
O  0.0016  0.0028  -0.0013
O  0.0069  0.0015  -0.0103
O  0.0077  -0.0006  -0.0079
O  -0.0067  -0.0187  -0.0107
O  -0.0004  -0.0016  -0.0103
O  -0.0033  0.0035  -0.0131
O  0.0033  -0.0118  0.0048
O  -0.005  0.0052  0.0012
O  -0.0019  0.0095  -0.0082
O  0.0032  -0.0034  -0.0025
O  -0.0036  -0.0013  -0.0158
O  0.0025  -0.0064  0.0006
O  -0.0024  -0.0001  -0.0086
O  0.0036  0.0017  -0.003

The program warned: the cutoff lies below the one the program advises for these potential files; the exchange-correlation potential is rough where the density is thin.
